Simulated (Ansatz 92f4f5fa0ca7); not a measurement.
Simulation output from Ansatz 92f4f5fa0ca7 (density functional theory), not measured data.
Periodic cell of 149 atoms, Si88O55N6, from a study of silicon, its oxide and their interface. The atomic structure is a simulated model.

Settings: functional r2SCAN; potential files Ansatz norm-conserving; basis plane waves; wave-function cutoff 1300 eV; density cutoff ratio 4; exchange-correlation grid ratio 1; k mesh 2 x 2 x 1, shifted by 0.5 0.5 0.5 of a step; self-consistency stop 5e-08 eV per atom in the density residual; occupations Fermi-Dirac, 0.05 eV; spin none; net charge 0.

Cell vectors (angstrom)
a  10.88  0  0
b  0  10.88  0
c  0  0  21.0387

Atoms and the computed forces on them: element, x, y, z (angstrom), force x, y, z (eV/angstrom)
Si  -0.2933  -0.2519  0.2532  -0.8166  -0.3801  -0.7057
Si  2.9903  2.4235  0.1406  0.3648  -0.0251  -1.7936
Si  0.2218  5.843  -0.3828  -1.3641  0.5339  0.7076
Si  2.3495  8.8217  -0.4224  -0.4638  0.5553  2.1061
Si  5.2731  0.3463  -0.0231  0.214  1.2613  -0.9052
Si  7.9385  2.8554  0.036  0.1471  0.4276  -0.8801
Si  5.7161  5.2544  0.001  3.0216  1.5286  -1.0886
Si  8.4795  7.6756  0.0987  -1.0576  0.725  -0.6601
Si  1.4092  1.2204  1.3515  -1.1565  0.6228  -0.6702
Si  4.1117  4.1425  1.3159  -0.0169  -1.0766  -0.2747
Si  1.5072  6.8722  1.2128  0.1681  0.3568  -0.7993
Si  4.0734  9.5925  1.0863  -0.6693  0.0459  0.4556
Si  6.8501  1.3557  1.5299  -0.8233  0.5803  -1.1388
Si  9.8676  4.1688  1.1556  -0.7065  -0.7829  -2.0316
Si  6.844  6.6795  1.5421  0.3155  -0.3199  -0.8666
Si  9.4284  9.2336  1.5626  0.0182  -0.3184  0.8294
Si  0.1103  2.7457  2.5243  -0.1215  -0.7793  1.4489
Si  2.7271  -0.0081  2.7062  0.9168  -1.0997  -0.1418
Si  0.1125  7.9468  2.7981  0.2068  0.9741  -0.0326
Si  2.5922  5.287  2.6082  -0.2665  0.5634  0.0972
Si  5.4998  2.8814  2.8176  0.7621  -0.1695  -0.8313
Si  8.2017  -0.0521  2.753  -1.2782  -1.1531  -0.1446
Si  5.2968  8.1085  2.5753  -0.0435  0.3919  0.5265
Si  8.4959  5.358  2.6051  -0.7617  0.6136  1.0549
Si  1.2397  4.0087  4.1734  0.2715  -0.1332  -0.7162
Si  4.0813  1.451  3.973  -1.2326  0.7997  0.1127
Si  1.5161  9.4395  4.0955  -0.9557  -0.587  -0.406
Si  3.7728  6.7181  3.9683  2.2503  -0.2257  -0.482
Si  7.0418  4.1745  4.0299  -0.1578  -1.0235  0.6808
Si  9.6648  1.1822  3.9367  -0.2928  2.0159  0.4339
Si  6.6802  9.4921  4.0279  0.3205  -0.1696  -0.8924
Si  9.6654  6.6596  4.2354  -0.2046  -0.1528  -0.7719
Si  -0.0378  -0.212  5.3095  0.5431  0.3641  1.6407
Si  2.5708  2.5974  5.4819  0.5488  -0.0222  0.0874
Si  0.0138  5.322  5.7049  0.1266  -0.179  -0.7291
Si  2.6303  7.9703  5.4675  -0.5411  0.6004  0.8514
Si  5.3157  0.0475  5.1975  0.1232  -1.5161  1.8224
Si  8.2447  2.5577  5.4702  0.5317  0.2661  -0.7878
Si  5.3773  5.394  5.2209  -0.1115  0.7505  0.5341
Si  8.1871  8.1377  5.2565  -0.7994  -0.1193  0.5566
Si  1.2519  1.1471  6.9144  -0.9709  0.5771  -0.6856
Si  3.9617  4.0829  6.6953  -0.2331  0.4906  -0.5156
Si  1.2012  6.7797  7.0346  0.584  -0.4029  0.3994
Si  3.8982  9.4837  6.684  0.2901  -0.0641  -0.8003
Si  6.7685  1.1714  6.6292  0.5494  1.2622  0.2757
Si  9.6027  3.9339  7.0116  -0.5475  -0.565  -0.023
Si  6.7576  6.8432  6.6038  -0.2284  0.3555  -1.4673
Si  9.4075  9.4189  6.8048  0.1777  -0.2621  0.3752
Si  0.0174  2.5651  8.5687  0.7066  0.1365  0.0381
Si  2.558  -0.2215  8.1864  0.5703  -0.4835  0.3693
Si  -0.2921  7.9508  8.4718  0.8965  0.9964  0.7073
Si  2.6564  5.3952  8.3648  0.3432  -0.5851  -0.1497
Si  5.4817  2.7871  7.7782  0.5521  -0.3467  -0.3188
Si  8.156  0.0142  8.1947  0.0194  -0.3834  -0.6995
Si  5.3927  8.2095  7.8651  0.6827  0.4791  0.1703
Si  8.1765  5.6096  7.8607  -0.707  -1.2712  -0.1357
Si  1.9833  3.5144  9.8941  2.874  -0.1502  0.9111
Si  4.1429  1.3247  8.8704  0.0266  -0.1851  0.5481
Si  1.2235  9.5177  9.9339  -1.0264  -0.4658  -0.246
Si  4.4761  6.58  9.2313  0.2396  0.0133  2.3881
Si  6.6215  4.3709  9.0666  0.0537  -0.6757  0.4263
Si  9.7768  0.8504  9.6844  -0.6345  -1.0609  1.1666
Si  6.3282  9.9586  9.249  -1.3343  0.3937  0.2349
Si  8.9933  6.5741  9.7131  -0.6771  1.634  0.4656
Si  -3.0759  -0.789  19.455  -2.2627  0.8623  0.9045
Si  6.4419  3.6515  13.1957  -1.7215  -1.8337  -0.8921
Si  7.2861  6.6772  12.1632  -1.344  0.7391  1.4003
Si  5.5898  -2.6524  16.0537  -0.1415  0.1278  -0.2349
Si  8.7929  1.8884  12.3074  -2.4755  -0.9169  1.2217
Si  0.6145  1.5535  17.1574  -1.9026  -1.2561  -1.1309
Si  3.0289  2.8865  12.7167  0.6446  1.3794  0.5572
Si  1.4311  9.2887  13.1639  0.4955  0.8648  0.5299
Si  9.0149  2.8328  18.3066  -0.4374  -0.8873  -1.5054
Si  8.4466  4.3768  11.3251  -1.3082  -0.7229  -0.3406
Si  6.5177  10.8014  14.8856  1.3157  -1.0397  1.3013
Si  -1.3907  -0.3737  14.129  1.9992  -0.0511  0.0732
Si  0.8863  6.7598  17.7234  -0.2431  0.1146  -0.8381
Si  -2.8823  8.1701  14.4449  0.1469  0.5538  0.2146
Si  3.9503  0.006  13.1499  -0.2125  1.9288  1.2912
Si  5.1553  8.4868  11.4394  0.3398  -2.321  1.5307
Si  -4.1195  7.3211  18.7061  0.2833  -0.2536  0.3535
Si  1.0108  3.8964  18.9486  -0.9741  -1.928  0.1715
Si  -2.4045  14.782  15.4536  1.5455  2.1851  -0.4766
Si  1.7936  9.6173  17.8638  -0.2759  -1.2279  1.6457
Si  8.9001  6.6301  16.5475  0.167  -0.9638  -1.142
Si  2.5527  7.9943  15.5692  1.7768  -1.3814  0.3242
Si  0.1256  13.1743  14.2996  0.367  -0.2144  0.4251
Si  8.7325  11.2739  16.7464  1.0387  -1.7371  -0.1304
O  -1.8465  8.0266  15.6998  -0.223  -0.5091  0.2128
O  -1.9394  -0.0089  20.3759  1.8205  -0.5553  0.1947
O  1.9615  3.263  20.1495  -0.4168  0.3139  -0.631
O  -2.5873  3.5874  17.0146  0.4392  -0.6089  1.5555
O  -1.1975  6.7436  -0.5264  0.7131  -0.4162  -0.3549
N  1.1441  5.6114  19.052  -0.9041  0.1418  0.5823
O  0.8805  9.6283  -0.3357  0.3167  -0.0363  -0.4706
O  2.8367  9.2187  19.1277  0.0709  0.5205  -1.2108
O  6.1293  -0.2305  19.7573  2.5855  -0.2847  -0.133
O  4.1661  1.5063  20.3257  -0.3092  -0.1811  1.8876
O  6.9466  4.1375  -0.1353  -1.5809  0.9266  -0.0298
O  7.9109  2.4007  19.4137  0.7819  0.4136  1.0242
O  5.892  6.2838  19.6113  -0.7328  -1.6799  1.4298
O  2.4218  9.3264  16.4362  -0.5637  1.0586  0.015
O  7.4974  11.7877  15.8212  -0.8886  0.2424  -0.771
O  3.2852  2.4266  9.7061  -1.6093  0.4781  0.061
O  2.5327  3.8197  11.5338  -1.6319  0.8168  -3.0261
O  5.158  0.4996  14.2266  -0.4952  -0.17  -1.5509
O  3.5063  1.416  12.4005  0.8146  -2.0668  -0.0563
O  4.0759  7.6237  10.5609  0.5157  -0.2748  -0.9699
O  0.0288  10.6036  10.1555  -0.9156  1.4105  -0.5637
O  5.5779  5.3905  9.8737  -0.896  0.821  -1.3344
O  7.7241  7.1526  10.6886  2.0035  -0.8297  -1.9982
O  7.636  3.5279  10.1145  0.2077  1.5175  0.6269
N  7.2204  5.009  12.4139  0.9679  -1.4977  -1.4188
O  8.4607  5.5521  15.3794  0.7275  -0.3417  1.2079
O  8.8118  0.8821  11.069  1.0367  0.2814  -1.8594
O  5.2273  11.2208  9.6284  0.9198  -1.0923  -0.1556
O  6.3736  9.1521  10.6534  0.1505  0.9187  -0.1823
O  5.8255  7.3307  12.4541  -0.2101  1.2645  -1.1308
O  9.525  5.4266  10.7395  0.6533  -0.0526  -0.2173
O  -8.3845  -0.4182  13.7883  -0.2868  -1.1257  -1.1241
N  -1.1205  1.4793  17.5038  0.8687  1.4095  0.6218
O  4.7175  3.6656  12.9716  0.3993  -0.8811  1.0535
O  -0.6775  14.4707  19.0494  1.9523  1.2846  0.8003
O  -0.1347  9.5514  13.4589  -1.324  0.9139  0.5316
O  8.3941  -3.5862  13.174  0.3591  0.1762  -0.469
O  4.5314  -1.2233  12.3262  -0.6751  0.3073  -0.0413
O  10.0369  3.4929  14.8584  -1.6685  0.2045  0.7243
O  9.3763  3.3503  12.0995  1.2163  0.1441  -0.4338
N  -3.0299  -1.0172  14.0304  -0.0723  0.5629  0.0266
O  1.4772  2.7661  13.4682  0.8119  -0.0005  0.1964
O  -8.783  6.7699  16.5641  -1.3769  -0.1698  0.654
O  5.7888  18.9171  17.6381  -0.1946  -1.0186  0.4487
O  0.8424  12.4006  15.5596  -0.3435  0.1842  -0.236
O  -1.0536  10.4895  15.7483  -1.2325  0.6368  0.0042
O  4.1667  7.8626  15.4469  -0.6954  -0.7033  -0.2735
O  6.6498  7.5519  15.0345  -1.1549  -0.3052  0.9
N  7.6013  19.293  19.7682  0.7927  -0.2487  0.6128
N  9.7646  1.2551  13.5305  0.8874  -0.9918  0.9536
O  1.6099  9.2067  11.5189  0.4246  -0.4172  0.2816
O  8.0785  10.3257  17.8987  0.1518  0.056  -0.5678
O  -2.9623  6.5698  17.8316  -0.0482  0.1523  -0.2891
O  -3.7719  3.5755  14.6743  -0.4995  -0.4444  0.0506
O  1.2654  2.896  17.6806  1.0462  1.8705  0.6213
O  7.1502  2.1327  12.6099  0.1308  1.7698  0.2724
O  -5.023  9.7833  15.9726  0.511  1.5667  -0.8079
O  1.892  -2.8758  14.1013  -0.468  0.2041  -0.5584
O  -0.4933  -4.6325  17.028  0.8742  0.2156  0.6035
O  1.3282  11.1662  17.8664  0.1841  -1.1705  0.6271
O  0.7342  8.3332  18.2184  0.0304  0.0837  -0.7956

Results
free energy: -37624.352 eV
free energy less fixed offsets of N -289.75, O -463.61, Si -117.95 eV per atom: -7.702 eV
pressure: -2.56 GPa
stress xx, yy, zz, yz, xz, xy (GPa, positive in tension): 5.79, -0.04, 1.92, -0.52, -0.29, -0.18

The program warned: the forces do not sum to zero within the program's tolerance.
